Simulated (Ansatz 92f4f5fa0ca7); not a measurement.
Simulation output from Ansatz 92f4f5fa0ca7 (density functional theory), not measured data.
Periodic cell of 171 atoms, Si99O72, from a study of silicon, its oxide and their interface. The atomic structure is a simulated model.

Settings: functional PBE; potential files Ansatz PAW; basis plane waves; wave-function cutoff 700 eV; density cutoff ratio 5; exchange-correlation grid ratio 2; k mesh 2 x 2 x 1, shifted by 0.5 0.5 0.5 of a step; self-consistency stop 5e-08 eV per atom in the density residual; occupations Fermi-Dirac, 0.05 eV; spin none; net charge 0.

Cell vectors (angstrom)
a	11.5983	0	0
b	0	11.5983	0
c	-1.0225	-1.0555	24.1723

Atoms: element, x, y, z (angstrom)
Si	0.1724	-1.6914	0.6006
Si	0.2507	1.3187	1.0065
Si	0.2284	4.3753	0.2891
Si	4.1558	9.8927	0.6226
Si	4.1219	1.301	1.0881
Si	4.1019	4.3553	0.4912
Si	8.0772	10.0023	0.6679
Si	7.9923	1.4744	0.9014
Si	7.9778	4.5764	0.1746
Si	2.1642	9.2844	1.7968
Si	2.1663	1.3324	2.3159
Si	2.1329	5.0662	1.671
Si	6.099	9.358	1.8688
Si	6.1013	1.3912	2.2686
Si	6.0837	5.1307	1.6357
Si	9.9372	9.4086	1.9925
Si	9.8954	1.4207	2.2439
Si	9.9036	5.1506	1.5815
Si	2.1679	-0.6533	3.4814
Si	2.1614	3.3962	3.3568
Si	2.1704	7.1962	3.0134
Si	6.1003	-0.5806	3.5008
Si	6.0794	3.4359	3.3227
Si	6.0752	7.2408	3.0189
Si	9.9144	-0.5033	3.5576
Si	9.898	3.4679	3.2882
Si	9.9208	7.24	3.0206
Si	0.2562	-0.547	4.8566
Si	0.209	3.4005	4.6728
Si	0.242	7.2543	4.4837
Si	4.1257	-0.6063	4.7895
Si	4.1289	3.4288	4.6705
Si	4.1262	7.2577	4.4633
Si	8.0014	-0.5817	4.8793
Si	7.9984	3.3875	4.6753
Si	8.0032	7.2777	4.479
Si	0.2825	9.087	6.1528
Si	0.1705	1.4763	6.0397
Si	0.2196	5.3621	5.9205
Si	4.1267	9.0562	6.1584
Si	4.1122	1.4326	5.9306
Si	4.1449	5.4038	5.9496
Si	8.0317	9.0753	6.2036
Si	8.0406	1.4355	6.0293
Si	7.9663	5.3749	5.8774
Si	2.1967	9.1013	7.6066
Si	2.1632	1.4406	7.2566
Si	2.1622	5.4174	7.2563
Si	6.0597	9.066	7.595
Si	6.0573	1.3622	7.257
Si	6.1097	5.3757	7.3192
Si	10.0096	9.128	7.6237
Si	9.8922	1.4577	7.5131
Si	9.8573	5.2792	7.2305
Si	2.21	-0.3244	8.7826
Si	2.076	3.4236	8.4351
Si	2.1894	7.0719	8.9334
Si	6.0998	-0.4247	8.8083
Si	5.9634	3.3253	8.4318
Si	6.1687	7.0991	8.9812
Si	10.0451	-0.3923	9.1089
Si	9.6949	3.4863	8.7487
Si	10.0153	7.0082	8.724
Si	0.539	0.4251	10.3474
Si	0.1815	3.5218	9.8008
Si	0.2094	6.5488	10.2193
Si	4.1358	0.0931	10.0773
Si	4.0241	3.2357	9.7127
Si	4.1383	6.3196	10.0803
Si	7.9719	0.0311	10.2816
Si	7.5864	3.175	10.0966
Si	8.2981	7.1727	10.2955
Si	-1.0356	4.6257	21.5079
Si	5.2168	7.6603	12.5233
Si	-1.3632	8.3223	12.1964
Si	4.2991	10.3856	12.9571
Si	1.6567	11.7794	13.3539
Si	9.3331	7.8306	17.6388
Si	7.0217	9.9751	12.7638
Si	3.5642	3.9318	19.0024
Si	0.798	2.8939	19.7049
Si	8.5051	2.3446	17.3089
Si	-2.7566	5.0223	17.3177
Si	9.042	8.6169	14.7546
Si	10.8597	10.6203	14.0139
Si	7.3661	4.9825	21.4241
Si	6.4609	3.8157	18.581
Si	1.5718	8.8729	20.4845
Si	8.9241	3.8013	14.7471
Si	11.2262	1.8643	14.5402
Si	6.9104	8.1155	21.9775
Si	3.9107	8.3196	21.9014
Si	-0.6665	7.629	21.964
Si	8.9294	9.0676	20.0816
Si	2.6525	3.677	21.5626
Si	-0.4573	9.997	18.5879
Si	2.753	6.2687	20.1732
Si	-0.5843	12.6796	17.5263
Si	7.2355	5.2135	12.4044
O	-0.1358	11.1261	17.4725
O	8.9713	4.8043	21.2311
O	0.2464	-0.0864	0.072
O	0.2467	2.7018	0.0747
O	4.2956	9.0677	-0.8074
O	4.1105	2.6963	0.172
O	8.019	11.5983	0.077
O	4.1249	-0.0842	0.1348
O	6.9175	4.3016	22.8609
O	-0.3476	6.0651	21.8106
O	8.3694	9.0275	-0.6368
O	7.9777	2.8816	-0.0586
O	5.4358	8.8017	21.9777
O	3.0155	9.3989	21.0356
O	-2.5627	8.4706	11.0825
O	7.7446	9.2808	21.1572
O	0.3301	2.0703	10.6427
O	0.9198	9.9156	19.4486
O	4.3132	8.7668	13.4233
O	7.9085	10.8871	11.7709
O	1.2088	11.5256	11.7999
O	4.072	1.7475	10.5682
O	4.0924	-1.0101	11.3373
O	-0.1289	13.4571	16.166
O	6.3958	8.6667	11.95
O	4.0287	4.7	10.5693
O	4.0753	7.1664	11.4958
O	5.8015	10.9046	13.3555
O	10.3512	3.202	14.1495
O	9.5902	6.2693	18.0165
O	7.8375	1.6471	10.688
O	9.7147	7.6361	13.6195
O	10.3217	12.1726	14.0372
O	6.0504	6.2614	12.9675
O	0.2943	4.9401	10.741
O	4.8905	3.5865	18.1309
O	7.7801	9.3818	14.0771
O	9.4499	3.5962	17.8431
O	-4.3784	4.9699	17.658
O	-2.4201	5.097	15.7171
O	-1.7195	10.3374	19.6208
O	2.0488	3.3438	18.6862
O	0.8652	10.6805	14.2951
O	8.2392	2.6175	15.6922
O	1.1206	13.2805	13.8421
O	8.3281	6.0826	11.5513
O	3.2189	11.4042	13.6556
O	3.0668	3.8395	23.0973
O	7.1447	2.3613	18.2016
O	1.7374	7.4401	19.6916
O	1.5552	2.5119	21.139
O	-2.2281	12.6032	17.5679
O	0.6376	8.5927	21.7893
O	-0.3669	3.9552	20.1657
O	-0.0951	7.492	11.5755
O	8.6566	7.893	16.1506
O	0.0456	1.7102	18.8878
O	8.2662	8.4616	18.7052
O	3.939	6.9131	21.0784
O	7.0013	6.5938	21.3684
O	6.8423	4.0596	11.3049
O	-0.182	-2.628	-0.7083
O	-0.8023	3.7743	22.8782
O	2.0263	5.127	21.0865
O	10.1279	9.7653	15.1805
O	3.9311	3.461	20.5497
O	-0.9837	9.8662	12.5822
O	-1.6952	7.9527	20.7518
O	6.6343	4.2382	20.1532
O	7.9201	4.3419	13.5987
O	3.4126	5.5642	18.8664
O	10.7652	8.6048	17.8024

Results
free energy: -103888.458 eV
free energy less fixed offsets of O -569.03, Si -635.61 eV per atom: 7.092 eV
pressure: -0.39 GPa
stress xx, yy, zz, yz, xz, xy (GPa, positive in tension): -0.8, 1.57, 0.41, -0.24, -0.03, -0.48

Forces (eV/angstrom), in the order of the atoms: element, x, y, z
Si	-0.0313	0.1759	-0.1048
Si	0.0275	-0.0917	-0.6425
Si	0.0623	-0.2414	-0.1581
Si	0.0369	0.2421	-0.5147
Si	-0.0499	-0.0637	-0.727
Si	-0.0139	-0.2282	-0.4401
Si	0.0616	0.1287	-0.2413
Si	-0.0303	-0.0549	-0.5392
Si	-0.0569	-0.1354	-0.0387
Si	-0.0652	0.0755	-0.21
Si	0.0628	0.0239	-0.158
Si	0.0159	-0.0656	-0.093
Si	0.075	0.0292	-0.2585
Si	0.0089	-0.0427	-0.1532
Si	0.0243	-0.076	-0.0746
Si	-0.0554	0.0831	-0.1691
Si	-0.0093	-0.087	-0.1284
Si	-0.018	-0.1005	-0.113
Si	-0.0043	-0.1108	0.3474
Si	-0.0638	0.1147	0.3195
Si	0.0155	-0.1053	-0.0385
Si	0.0368	-0.0571	0.4055
Si	-0.0511	0.1759	0.2745
Si	-0.0272	-0.0386	-0.0882
Si	0.0186	-0.2177	0.2931
Si	0.0352	0.208	0.2185
Si	0.0355	-0.0415	-0.1262
Si	-0.0457	-0.0416	-0.0038
Si	0.0822	0.1243	-0.1653
Si	-0.0292	-0.0065	0.0635
Si	-0.0488	-0.0604	-0.0361
Si	0.0869	0.1013	-0.129
Si	-0.0041	-0.0287	0.0432
Si	-0.0099	-0.0378	-0.0574
Si	0.0168	0.0683	-0.1396
Si	-0.0189	-0.0185	0.0831
Si	-0.0659	-0.0044	-0.0911
Si	0.1054	-0.1227	0.1453
Si	0.0961	-0.038	-0.0272
Si	0.0699	0.06	-0.097
Si	-0.0298	-0.0928	0.1463
Si	-0.0453	0.0774	0.0734
Si	0.0298	-0.0403	0.0006
Si	-0.0606	-0.0278	0.2001
Si	-0.0461	-0.0314	0.0364
Si	-0.0205	0.0458	0.0951
Si	0.0068	0.0732	-0.3632
Si	-0.002	0.1152	-0.2958
Si	-0.0221	-0.0025	0.0334
Si	0.0252	-0.1235	-0.2273
Si	0.1007	0.2423	-0.1359
Si	-0.0592	0.1141	0.2244
Si	-0.0142	-0.1876	0.1646
Si	0.0156	0.0183	-0.1032
Si	-0.0168	-0.0201	0.0845
Si	0.1394	-0.1192	0.3035
Si	-0.0735	-0.1241	0.1197
Si	-0.0004	0.0503	0.2748
Si	0.0209	-0.0575	0.3264
Si	0.0075	-0.1726	0.1851
Si	-0.0233	0.2575	0.0666
Si	-0.1906	-0.0739	0.3676
Si	-0.0156	0.2003	0.2601
Si	0.0114	0.0118	0.1318
Si	0.1107	0.118	0.4399
Si	0.0415	-0.0968	0.2823
Si	0.0287	0.2109	0.2003
Si	-0.1507	0.0336	0.317
Si	-0.0716	-0.1252	0.291
Si	0.0455	-0.0263	0.13
Si	-0.0084	-0.0782	-0.2791
Si	0.1092	-0.093	-0.0005
Si	0.0944	0.0756	-0.2457
Si	-0.0377	0.1698	0.2846
Si	-0.0171	-0.1675	0.2132
Si	0.1059	0.1743	0.3259
Si	-0.1754	-0.0092	0.5391
Si	-0.0098	0.0164	-0.072
Si	-0.0687	0.0582	0.405
Si	-0.1032	0.1198	0.0336
Si	0.2049	-0.0831	-0.093
Si	0.0674	-0.1477	-0.1151
Si	0.1514	0.1517	-0.0067
Si	0.1883	0.1665	0.237
Si	0.0997	0.045	0.413
Si	-0.0003	0.0896	-0.2169
Si	-0.1391	-0.0202	-0.1351
Si	0.0162	-0.0476	-0.237
Si	0.2163	-0.1345	0.1771
Si	-0.0402	-0.0438	0.0893
Si	-0.2071	0.1008	-0.253
Si	0.0218	-0.0731	-0.3945
Si	0.1887	0.1616	-0.3128
Si	-0.0942	0.1358	-0.1485
Si	0.06	-0.0703	-0.3453
Si	0.0524	0.0042	-0.0844
Si	0.1139	0.1455	-0.1825
Si	0.0528	-0.0288	-0.0766
Si	0.0724	0.0426	0.2122
O	-0.0779	-0.0321	0.0792
O	-0.049	-0.0565	0.0567
O	-0.0304	-0.2237	0.5316
O	0.013	0.4188	0.3446
O	-0.1426	0.0652	0.3352
O	0.0154	0.4476	0.3988
O	-0.0081	-0.2594	0.4195
O	-0.0075	-0.248	0.5604
O	-0.0149	-0.2808	0.3771
O	-0.0416	-0.1038	0.069
O	0.0259	0.1385	0.0398
O	0.0313	0.2731	0.3441
O	0.0654	0.0515	0.0693
O	0.0168	-0.1238	0.2026
O	-0.208	-0.1272	-0.178
O	-0.0295	-0.1391	0.1761
O	-0.0977	-0.2206	-0.2247
O	-0.046	-0.0355	0.0521
O	0.0368	-0.0583	-0.1524
O	-0.004	0.1344	-0.4079
O	-0.1799	0.0993	-0.439
O	0.0358	-0.2266	-0.4067
O	-0.0302	0.3065	-0.2427
O	0.0291	-0.0206	0.0053
O	0.0541	0.0001	-0.2053
O	0.1665	0.2608	-0.3714
O	-0.0017	-0.0822	-0.1707
O	-0.021	-0.1015	-0.2505
O	-0.0689	0.0362	-0.0047
O	-0.0942	-0.0248	-0.0012
O	0.0416	-0.0703	-0.1982
O	0.0655	0.0228	-0.2482
O	0.0204	-0.1155	-0.1027
O	0.0386	-0.0683	-0.1135
O	-0.0749	-0.0106	-0.5675
O	0.171	0.0004	0.0458
O	-0.138	0.0696	-0.1631
O	-0.113	0.0559	0.0272
O	0.0037	-0.1003	0.031
O	-0.098	-0.1263	-0.0582
O	-0.0045	-0.1234	0.0112
O	-0.0357	-0.0474	-0.0523
O	-0.0258	0.0912	-0.2488
O	-0.0175	0.0751	0.0201
O	0.092	-0.0869	-0.1395
O	-0.0285	0.1268	-0.1443
O	0.0145	-0.0515	-0.212
O	0.0645	0.0086	0.4831
O	-0.0147	0.0774	0.0259
O	-0.0246	0.0625	0.1259
O	-0.0689	0.1042	0.0625
O	-0.0498	0.1377	0.0131
O	-0.0576	-0.0547	0.1084
O	-0.0992	0.0599	0.2185
O	0.0382	-0.1447	-0.1977
O	0.0055	-0.0077	-0.1098
O	0.0461	0.062	0.0849
O	0.1663	0.0265	0.0973
O	-0.0252	0.0215	0.1057
O	0.051	-0.0849	0.0475
O	0.026	-0.1665	-0.1814
O	-0.0487	0.0582	0.0524
O	0.0084	-0.0239	0.2403
O	-0.0566	-0.072	0.1019
O	-0.0315	0.0007	-0.1929
O	-0.0846	0.0076	0.0914
O	-0.0005	0.0051	-0.2148
O	0.0354	-0.1164	0.195
O	0.0681	0.0386	0.1593
O	-0.098	0.1739	-0.1466
O	0.0053	-0.1331	0.1027
O	-0.0344	0.0492	0.0438

The program warned: the cutoff lies below the one the program advises for these potential files.
